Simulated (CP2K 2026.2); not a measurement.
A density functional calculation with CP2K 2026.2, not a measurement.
Periodic cell of 513 atoms, Si351O162, from a study of silicon, its oxide and their interface. The atomic structure is a simulated model.
Doubt: the forces sum to 2.83 eV/angstrom along one axis rather than to zero, so they err by at least 0.0055 eV/angstrom per atom on average; the grid cutoff is modest.

Settings: functional PBE; method Gaussian and plane waves; basis set DZVP-MOLOPT-SR-GTH; pseudopotentials GTH-PBE; grid cutoff 350 Ry, relative cutoff 50 Ry; k points Gamma only; occupations fixed; spin none; net charge 0.

Cell vectors (angstrom)
a	16.407	0	0
b	0	16.407	0
c	-0.426	0.1858	34.4618

Atoms and the computed forces on them: element, x, y, z (angstrom), force x, y, z (eV/angstrom)
Si	0.135	0.051	0.169	-0.135	0.076	0.165
Si	2.401	3.104	0.238	0.075	-0.008	0.239
Si	-0.397	5.38	34.377	-0.062	0.081	0.216
Si	2.561	8.226	0.199	-0.009	0.034	0.186
Si	15.258	11.566	34.351	0.051	0.032	0.2
Si	2.305	14.05	0.115	0.107	-0.125	0.2
Si	5.496	0.109	0.478	-0.135	-0.058	0.182
Si	7.831	2.799	0.297	0.078	-0.011	0.196
Si	5.89	5.266	0.254	-0.103	0.022	0.19
Si	7.913	8.347	0.177	0.085	-0.013	0.205
Si	5.779	10.716	0.086	-0.144	0.083	0.229
Si	7.528	14.08	0.107	0.098	-0.15	0.174
Si	11.267	16.069	0.14	-0.006	-0.082	0.179
Si	12.796	2.754	34.317	0.124	-0.024	0.214
Si	11.116	4.986	0.154	-0.021	0.052	0.221
Si	12.713	8.868	34.32	0.088	-0.153	0.225
Si	10.993	11.008	0.206	-0.096	0.006	0.222
Si	13.539	13.778	0.327	-0.018	0.032	0.02
Si	1.25	1.553	1.569	0.005	0.003	-0.055
Si	4.041	4.288	1.439	-0.006	-0.008	-0.085
Si	1.054	6.878	1.373	0.007	-0.003	-0.057
Si	4.053	9.612	1.361	0.013	-0.009	-0.049
Si	1.118	12.333	1.228	-0.013	0.024	-0.059
Si	3.919	15.108	1.484	-0.017	0.037	-0.049
Si	6.664	1.537	1.843	0.009	-0.005	-0.083
Si	9.511	3.957	1.528	0.015	-0.002	-0.059
Si	6.896	6.829	1.647	-0.006	-0.016	-0.064
Si	9.439	9.681	1.399	0	-0.006	-0.045
Si	6.702	12.346	1.51	-0.009	0.042	-0.069
Si	9.463	15.012	1.268	-0.022	0.014	-0.066
Si	12.26	1.235	1.549	0.007	0.001	-0.067
Si	14.853	3.954	1.167	-0.005	0.002	-0.051
Si	12.191	6.855	1.184	0.003	0.004	-0.04
Si	14.735	9.721	1.312	-0.005	0.015	-0.055
Si	12.184	12.401	1.642	-0.001	-0.015	-0.05
Si	14.983	15.197	1.481	0.011	-0.003	-0.036
Si	16.194	2.844	2.821	-0.002	-0.01	-0.004
Si	2.603	0.101	2.871	0.006	-0.028	0.01
Si	16.14	8.308	2.683	0.007	-0.006	0.008
Si	2.573	5.621	2.762	0.003	0.008	0.024
Si	16.319	13.723	2.77	0.006	-0.007	0.007
Si	2.564	10.989	2.639	0.006	-0.002	0.01
Si	5.251	2.942	3	-0.014	-0.002	0.008
Si	8.172	16.412	2.82	0.016	0.015	0.051
Si	5.38	8.248	2.821	-0.016	0	0.005
Si	8.241	5.433	2.933	0.007	0.01	0.013
Si	5.28	13.707	2.835	0.013	-0.011	0.03
Si	8.117	11.017	2.849	0.017	0	0.013
Si	10.857	2.617	2.88	-0.018	0.01	0.018
Si	13.647	0.034	2.946	0.004	0.008	-0.001
Si	10.835	8.216	2.686	-0.005	-0.004	0.012
Si	13.574	5.471	2.586	-0.004	0.012	0.007
Si	10.735	13.759	2.853	-0.007	-0.009	0.008
Si	13.537	10.984	2.9	-0.006	-0.011	0.015
Si	1.228	4.205	4.135	0.001	0.001	0.002
Si	3.948	1.452	4.27	-0.001	0.006	0
Si	1.2	9.628	4.05	0.007	0.004	-0.007
Si	3.953	6.934	4.176	-0.003	-0.001	-0.005
Si	1.243	15.092	4.188	-0.013	0.011	0.008
Si	3.894	12.327	4.139	0.001	0.01	-0.026
Si	6.738	4.208	4.291	-0.005	0.003	0
Si	9.475	1.336	4.272	-0.012	-0.015	-0.023
Si	6.725	9.635	4.181	0.007	-0.003	0.001
Si	9.544	6.897	4.203	0.005	-0.003	-0.002
Si	6.729	15.066	4.16	0.005	-0.008	-0.022
Si	9.448	12.362	4.244	0.003	0.002	-0.004
Si	12.222	4.142	4.089	-0.004	-0.007	-0.017
Si	14.947	1.454	4.267	-0.001	-0.001	0
Si	12.154	9.565	4.161	0.001	0.007	0.003
Si	14.862	6.865	4.067	0.001	0.002	-0.006
Si	12.171	15.091	4.212	0.006	0.005	0.005
Si	14.946	12.379	4.182	0.003	-0.001	0
Si	16.301	0.051	5.583	0.002	-0.004	0.004
Si	2.553	2.826	5.569	0	-0.009	0
Si	16.268	5.567	5.497	0.004	0.007	-0.003
Si	2.567	8.301	5.501	0.004	-0.004	-0.001
Si	16.307	10.987	5.511	0	0.002	0
Si	2.602	13.719	5.549	0.004	-0.007	0.001
Si	5.374	0.053	5.546	0.009	0.002	0
Si	8.093	2.761	5.583	0.001	-0.008	0.005
Si	5.333	5.588	5.58	-0.001	0.005	0.002
Si	8.105	8.261	5.537	-0.004	-0.005	-0.004
Si	5.311	10.991	5.519	-0.01	0.006	0.004
Si	8.058	13.718	5.582	0	0.002	0.001
Si	10.848	16.431	5.635	-0.004	0.005	-0.001
Si	13.546	2.822	5.562	0.003	0.001	0.001
Si	10.887	5.497	5.536	0.003	0.004	-0.004
Si	13.533	8.206	5.513	-0.004	-0.006	0
Si	10.823	10.961	5.554	0	0	0.002
Si	13.546	13.711	5.555	-0.005	-0.009	0.001
Si	1.238	1.43	6.949	0.002	-0.004	0.002
Si	3.965	4.182	6.915	-0.003	0.001	-0.004
Si	1.226	6.918	6.885	0	0	-0.003
Si	3.949	9.636	6.899	0.004	0	-0.003
Si	1.242	12.349	6.916	0	0.006	0.001
Si	3.994	15.086	6.905	-0.001	0.001	-0.005
Si	6.726	1.405	6.944	-0.002	-0.001	0
Si	9.476	4.154	6.909	-0.003	-0.001	-0.005
Si	6.716	6.932	6.932	0.001	0.002	0.002
Si	9.447	9.621	6.929	-0.003	0.003	-0.002
Si	6.68	12.349	6.919	0.002	0.001	-0.001
Si	9.448	15.067	6.956	0.004	-0.005	0.002
Si	12.196	1.442	6.951	-0.002	-0.001	-0.001
Si	14.928	4.185	6.906	-0.001	-0.002	-0.004
Si	12.207	6.863	6.932	0	-0.004	0.003
Si	14.923	9.603	6.863	0.002	0.002	-0.006
Si	12.192	12.333	6.921	0.004	-0.004	-0.003
Si	14.904	15.096	6.926	-0.006	0.008	-0.002
Si	16.267	2.799	8.294	-0.002	-0.003	0
Si	2.629	0.054	8.277	0.002	0.002	0
Si	16.278	8.266	8.275	0.002	0	-0.003
Si	2.591	5.549	8.273	0.004	-0.003	-0.002
Si	16.279	13.72	8.279	-0.002	-0.001	-0.004
Si	2.609	10.997	8.295	-0.001	0.001	-0.001
Si	5.344	2.798	8.269	0.001	-0.003	-0.001
Si	8.098	0.048	8.315	0	0	0.002
Si	5.332	8.29	8.288	0	0	0.001
Si	8.089	5.53	8.267	-0.002	0	-0.001
Si	5.347	13.731	8.298	-0.002	0.001	-0.001
Si	8.067	10.991	8.286	-0.002	-0.002	0
Si	10.819	2.793	8.312	-0.002	0.002	-0.001
Si	13.554	0.06	8.31	0.001	-0.001	0.002
Si	10.82	8.24	8.277	-0.002	-0.001	-0.001
Si	13.57	5.519	8.309	0.004	0.003	0.002
Si	10.823	13.701	8.303	-0.001	-0.001	0
Si	13.567	10.965	8.264	-0.004	0.001	-0.004
Si	1.236	4.166	9.649	-0.002	0.001	-0.002
Si	3.991	1.427	9.639	0.001	-0.001	-0.002
Si	1.233	9.628	9.659	0.001	-0.001	0.002
Si	3.966	6.908	9.649	-0.002	0.001	0
Si	1.247	15.096	9.639	0	0.001	-0.001
Si	3.978	12.365	9.659	0.001	0	-0.003
Si	6.722	4.158	9.636	-0.001	-0.001	-0.001
Si	9.461	1.419	9.686	0.001	0	0.003
Si	6.706	9.641	9.668	0	0.003	0
Si	9.447	6.889	9.651	-0.003	0	-0.001
Si	6.727	15.093	9.669	0.003	0	0.001
Si	9.447	12.346	9.664	-0.001	0.001	-0.003
Si	12.191	4.154	9.673	0.001	-0.003	-0.001
Si	14.911	1.43	9.677	0	0	0.001
Si	12.197	9.603	9.635	0.002	0	-0.001
Si	14.928	6.895	9.662	0.001	-0.001	0
Si	12.179	15.092	9.672	-0.003	0.003	0.001
Si	14.911	12.352	9.642	0.001	-0.001	-0.002
Si	-0.118	16.458	11.022	0.001	0	0.002
Si	2.615	2.788	10.998	0.001	-0.001	-0.001
Si	-0.132	5.517	11.033	0.003	0	0
Si	2.597	8.26	11.039	0.001	0	0.001
Si	16.265	10.996	11.022	-0.002	0.003	-0.002
Si	2.613	13.736	11.014	-0.001	-0.001	-0.003
Si	5.365	0.079	11.013	-0.002	0.003	0.002
Si	8.087	2.801	11.028	-0.003	0	0.001
Si	5.346	5.526	10.995	0.003	-0.001	-0.001
Si	8.085	8.264	11.022	-0.002	-0.001	0.002
Si	5.352	11.017	11.038	-0.002	0	0.001
Si	8.103	13.734	11.04	0	-0.002	0.002
Si	10.827	16.459	11.069	0.001	-0.003	0.004
Si	13.537	2.781	11.056	-0.002	0.001	0.002
Si	10.813	5.525	11.022	-0.001	0.003	-0.001
Si	13.549	8.247	11.026	0.001	0.002	0.001
Si	10.832	10.968	11.002	-0.001	-0.003	-0.002
Si	13.553	13.718	11.028	0.002	0	-0.002
Si	1.256	1.423	12.374	0.002	-0.002	0.001
Si	3.978	4.156	12.36	-0.003	0.002	-0.002
Si	1.227	6.874	12.408	-0.003	-0.003	0.003
Si	3.976	9.646	12.39	0.001	0.003	0
Si	1.223	12.38	12.369	0.001	-0.002	-0.001
Si	3.999	15.114	12.357	0.004	0.001	-0.003
Si	6.722	1.444	12.402	0.004	-0.001	0.004
Si	9.462	4.158	12.4	0	0.001	-0.002
Si	6.716	6.882	12.37	-0.005	0.001	-0.002
Si	9.483	9.616	12.39	0.003	0.003	0
Si	6.735	12.38	12.405	0.001	0.001	0
Si	9.461	15.089	12.443	-0.003	0.002	0.005
Si	12.19	1.42	12.457	0	0.002	0.003
Si	14.897	4.157	12.411	0	-0.002	0
Si	12.178	6.879	12.393	-0.001	-0.003	0.001
Si	14.897	9.625	12.395	0.002	-0.001	0.003
Si	12.187	12.332	12.379	-0.003	0	-0.004
Si	14.915	15.097	12.401	0	0.001	0.001
Si	-0.119	2.782	13.739	0	0.006	0
Si	2.633	16.458	13.727	0.004	-0.002	0
Si	-0.167	8.24	13.758	0.004	0	-0.001
Si	2.605	5.484	13.751	0.006	-0.003	0.001
Si	-0.13	13.731	13.768	0	0.001	0.001
Si	2.58	11.022	13.73	-0.004	0.004	0
Si	5.345	2.824	13.753	-0.004	0.003	0.002
Si	8.089	0.091	13.789	-0.005	0	0.004
Si	5.35	8.252	13.727	-0.004	0	0
Si	8.094	5.531	13.751	-0.001	0.002	0.003
Si	5.379	13.79	13.744	-0.002	0.001	-0.001
Si	8.135	11.011	13.741	0	-0.002	-0.003
Si	10.811	2.808	13.813	-0.002	-0.005	0.005
Si	13.58	16.458	13.821	-0.003	-0.002	0.006
Si	10.837	8.24	13.78	0	-0.001	0.002
Si	13.503	5.505	13.788	0.001	0.003	0
Si	10.856	13.687	13.776	0.005	-0.005	-0.001
Si	13.521	10.969	13.783	-0.001	0.003	0
Si	1.22	4.125	15.134	-0.006	-0.005	0.003
Si	3.975	1.436	15.09	0.002	-0.004	0.003
Si	1.225	9.612	15.079	-0.004	0.001	0.002
Si	3.963	6.881	15.08	-0.002	0	0
Si	1.257	15.119	15.107	0	0	0.003
Si	3.957	12.44	15.038	0.009	0.002	-0.005
Si	6.717	4.198	15.125	0.003	0.007	-0.002
Si	9.443	1.452	15.187	0.004	0.001	0.003
Si	6.784	9.6	15.044	0.005	0.004	-0.004
Si	9.475	6.865	15.139	-0.001	-0.001	0.005
Si	6.724	15.156	15.172	-0.002	0.007	0.005
Si	9.489	12.349	15.173	-0.002	0	0.003
Si	12.168	4.152	15.227	-0.007	0.005	-0.001
Si	14.979	1.442	15.172	0.007	-0.002	0.002
Si	12.175	9.592	15.195	-0.001	-0.003	0.007
Si	14.831	6.898	15.14	-0.001	-0.003	0.004
Si	12.221	15.038	15.157	-0.007	0.002	0.002
Si	14.91	12.334	15.121	0.001	-0.001	-0.003
Si	-0.015	0.1	16.545	-0.004	-0.006	0.009
Si	2.575	2.713	16.487	0.007	0.016	0
Si	-0.184	5.532	16.437	-0.001	0.001	0.005
Si	2.575	8.231	16.431	0.011	0.002	-0.001
Si	-0.171	10.911	16.459	0.002	0.004	-0.004
Si	2.612	13.774	16.482	0.001	-0.004	-0.008
Si	5.33	0.151	16.528	-0.006	-0.005	0.008
Si	8.036	2.84	16.545	0	-0.004	-0.002
Si	5.368	5.6	16.474	-0.011	0.001	0.001
Si	8.14	8.257	16.482	-0.004	-0.003	0.008
Si	5.368	11.02	16.237	0	-0.002	0.005
Si	8.166	13.81	16.497	-0.008	-0.006	0.008
Si	10.845	16.434	16.476	0.005	-0.004	0.009
Si	13.613	2.798	16.554	0.004	-0.002	-0.011
Si	10.765	5.517	16.612	0.008	0.008	0.006
Si	13.492	8.213	16.624	0.009	-0.001	0.004
Si	10.786	10.917	16.586	0.013	0.014	0.001
Si	13.618	13.692	16.553	-0.003	-0.004	-0.002
Si	1.315	1.416	18.078	-0.013	0.003	0.005
Si	3.935	4.175	17.677	-0.006	-0.018	-0.005
Si	1.107	6.917	17.807	-0.008	-0.014	-0.008
Si	4.094	9.618	17.585	0.008	0.014	-0.006
Si	1.276	12.247	17.717	-0.016	-0.004	-0.013
Si	3.888	15.266	17.875	0.017	-0.006	-0.007
Si	6.633	1.56	17.957	0.013	-0.01	-0.003
Si	9.375	4.146	17.986	0.013	0.003	-0.012
Si	6.757	6.983	17.869	0.017	0.001	-0.01
Si	9.419	9.523	18.029	-0.009	0.004	-0.009
Si	6.686	12.371	17.601	0.004	0	-0.029
Si	9.482	15.212	17.97	0.021	0.009	-0.017
Si	12.331	1.264	17.811	-0.024	-0.017	-0.014
Si	14.92	4.258	17.927	0.015	0.018	-0.028
Si	12.049	6.903	18.059	0.004	-0.007	-0.007
Si	14.945	9.547	17.954	-0.003	0.012	0.003
Si	12.224	12.271	17.869	-0.016	0.003	-0.008
Si	15.106	15.058	17.863	0.009	0.011	-0.025
Si	-0.046	2.977	19.3	0.005	-0.015	0.047
Si	2.707	16.491	19.649	-0.003	0.005	0.038
Si	-0.144	8.175	19.43	0.011	0.005	0.052
Si	2.57	5.539	18.957	0.011	0.008	0.049
Si	0.084	13.621	19.162	0.004	-0.012	0.062
Si	2.681	10.821	18.937	0.007	0.007	0.049
Si	5.19	2.993	19.241	-0.02	0.041	0.077
Si	7.986	0.226	19.362	0.012	-0.037	0.051
Si	5.439	8.492	19.143	-0.028	-0.013	0.037
Si	7.926	5.574	19.367	-0.025	0.006	0.079
Si	5.298	13.74	18.886	0.006	-0.016	0.069
Si	7.878	10.99	19.074	-0.003	0.032	0.069
Si	10.888	2.612	19.049	0.015	0.011	0.054
Si	13.774	16.379	19.279	0.001	0.016	0.04
Si	10.665	8.151	19.642	-0.012	0.001	0.059
Si	13.502	5.573	19.367	-0.02	-0.025	0.058
Si	10.947	13.716	19.209	-0.024	0.006	0.053
Si	13.533	10.87	19.296	0.018	0.01	0.056
Si	1.488	4.278	20.614	-0.094	0.003	-0.192
Si	3.753	2.063	20.861	0.072	-0.15	-0.256
Si	1.821	9.152	20.384	-0.133	-0.004	-0.221
Si	3.967	6.989	20.07	-0.006	0.007	-0.107
Si	1.759	14.466	20.667	-0.038	0.099	-0.286
Si	3.995	12.3	20.152	-0.007	-0.012	-0.131
Si	6.057	4.744	20.588	0.074	-0.064	-0.273
Si	9.553	1.514	20.639	-0.039	-0.02	-0.21
Si	6.264	10.215	20.679	0.083	-0.087	-0.266
Si	9.082	6.737	21.059	0.089	0.054	-0.339
Si	6.745	14.841	20.327	-0.066	0.123	-0.15
Si	9.082	12.625	20.141	0.137	-0.115	-0.196
Si	12.38	3.781	20.405	-0.091	0.124	-0.219
Si	14.817	1.749	20.538	0.09	-0.134	-0.193
Si	12.314	9.443	20.817	-0.032	-0.023	-0.179
Si	14.565	7.116	20.873	0.079	-0.009	-0.224
Si	12.759	14.62	20.513	-0.07	0.03	-0.207
Si	14.976	12.346	20.422	-0.036	0.005	-0.183
Si	14.931	0.696	23.368	0.002	0.023	0.015
Si	4.867	16.109	25.332	-0.012	-0.057	-0.068
Si	5.745	3.046	23.09	-0.116	-0.001	-0.03
Si	0.508	10.779	22.583	0.011	0.059	-0.051
Si	7.189	8.68	26.204	0.02	0.02	0.081
Si	6.615	14.684	23.353	-0.011	-0.034	0.051
Si	7.463	0.886	24.417	-0.028	-0.001	0.037
Si	7.893	8.925	23.044	-0.03	-0.004	-0.018
Si	4.245	8.25	27.515	0.057	0.012	-0.034
Si	10.81	15.655	22.612	0.029	0.034	-0.014
Si	9.085	13.005	22.976	-0.015	-0.039	0.139
Si	-0.042	14.564	23.318	0.053	0.003	0.009
Si	10.054	3.993	22.271	-0.036	0	-0.056
Si	2.649	1.57	25.763	-0.029	0.081	-0.055
Si	10.612	10.605	23.343	0.044	0.155	-0.061
Si	14.445	8.907	26.914	0.04	0.043	-0.052
Si	0.731	4.049	25.498	-0.028	-0.02	0.068
Si	4.277	0.661	27.919	0.027	0.024	0.08
Si	1.748	6.29	27.447	-0.031	0.104	0.066
Si	14.445	10.662	29.272	-0.024	-0.058	-0.041
Si	0.405	9.578	32.451	-0.092	0.086	0.053
Si	5.894	4.106	25.98	-0.076	0.031	-0.082
Si	12.78	8.697	31.168	-0.101	0.048	-0.017
Si	7.724	5.933	27.315	0.049	-0.013	-0.041
Si	5.42	11.366	29.68	-0.022	0.02	-0.04
Si	5.032	8.452	30.52	0.071	0.066	0.007
Si	12.638	12.798	27.93	0.1	-0.051	-0.021
Si	0.173	16.307	25.665	0.003	0.005	0.008
Si	0.075	5.865	23.057	-0.018	0.006	0.002
Si	12.694	10.823	25.537	0.041	0.056	-0.021
Si	0.08	8.653	24.54	0.046	-0.01	-0.018
Si	15.073	12.529	24.885	-0.028	0.018	0.088
Si	5.474	4.797	28.661	-0.048	-0.041	-0.004
Si	1.324	14.122	31.601	-0.049	0.083	0.005
Si	15.308	3.734	27.953	-0.019	-0.062	0.03
Si	1.294	11.181	25.336	0.042	-0.005	0.038
Si	3.673	4.154	31.01	0.085	-0.074	-0.044
Si	6.811	2.297	28.147	0.008	-0.079	0.006
Si	9.498	3.472	27.854	-0.047	0.023	0.069
Si	10.033	2.458	25.069	0.02	-0.062	-0.073
Si	6.4	12.6	32.195	-0.007	0	0.01
Si	10.13	8.664	29.865	0.021	-0.011	-0.092
Si	12.479	3.39	29.071	0.038	0.047	-0.013
Si	12.836	1.12	31.394	-0.032	-0.03	0.065
Si	8.253	10.771	28.275	0.049	0.019	0.027
Si	11.618	6.193	29.964	-0.015	0.047	-0.064
Si	12.297	0.5	24.88	0.076	-0.036	-0.002
Si	9.892	13.267	29.271	-0.111	-0.05	0.049
Si	15.401	6.775	28.518	0.1	0.036	0.036
Si	3.753	1.775	32.549	0.027	0.051	0.072
Si	-0.371	6.546	31.558	0.023	-0.028	-0.09
Si	3.803	6.677	32.644	0.089	0.052	-0.036
Si	15.846	16.485	31.578	0.035	0.028	-0.041
Si	1.129	4.4	29.841	-0.121	-0.063	-0.025
Si	3.009	11.153	27.808	0.055	0.05	0.042
Si	9.424	4.899	31.868	-0.072	-0.05	0.03
Si	9.489	12.859	32.104	-0.007	0.013	-0.03
Si	9.135	1.721	32.543	0.013	-0.012	0.052
Si	14.116	14.99	26.591	0.011	-0.015	0.039
Si	2.212	16.543	30.364	-0.089	0.077	-0.099
Si	7.841	7.354	31.694	-0.043	-0.06	0
Si	10.031	15.715	31.091	0.07	-0.032	-0.093
Si	0.833	11.374	30.154	0.025	-0.019	-0.078
O	15.864	0.765	33.08	-0.157	0.294	0.049
O	0.626	0.654	30.546	0.044	0.248	-0.008
O	0.868	4.353	34.086	-0.011	0.159	0.097
O	2.585	2.476	33.423	-0.173	0.156	-0.026
O	15.374	5.823	32.891	0.087	-0.04	0.13
O	15.251	6.836	30.145	0.102	-0.072	0.107
O	1.504	9.556	33.652	0.002	0.241	0.102
O	2.777	7.188	33.775	-0.203	-0.172	-0.049
O	15.697	10.695	32.972	-0.114	-0.073	-0.013
O	-0.107	3.486	29.258	0.031	-0.037	0.275
O	1.248	15.283	0.021	0.082	0.091	-0.191
O	2.202	13.978	32.981	0.166	-0.062	-0.036
O	4.811	1.005	33.487	-0.029	0.233	0.023
O	3.052	0.661	31.633	-0.12	0.1	-0.026
O	6.426	4.204	34.2	-0.226	-0.049	-0.023
O	7.837	1.974	33.508	-0.015	-0.076	0.063
O	5.236	6.359	33.345	-0.013	-0.169	-0.147
O	3.249	5.249	32.125	-0.002	-0.142	0.189
O	3.906	7.826	31.512	-0.269	0.149	0.101
O	7.972	7.807	33.256	-0.021	-0.385	-0.002
O	6.29	9.587	34.233	0.031	-0.049	-0.241
O	5.382	11.652	33.066	0.045	-0.198	-0.009
O	7.984	12.18	32.037	0.011	-0.147	0.113
O	6.599	14.014	32.99	0.001	0.225	0.09
O	9.005	0.598	31.33	-0.022	0.007	0.137
O	10.286	0.983	33.481	-0.019	-0.037	0.077
O	12.953	1.85	32.9	-0.093	0.065	0.063
O	11.763	4.025	34.052	0.058	0.086	-0.258
O	9.883	5.599	33.262	-0.156	0.091	-0.047
O	11.514	9.976	34.105	0.093	0.054	0.035
O	13.215	8.706	32.75	0.007	0.119	-0.148
O	11.586	16.398	31.167	-0.06	0.041	0.265
O	10.185	12.151	33.38	-0.028	0.019	-0.092
O	14.143	12.807	33.995	-0.049	0.075	0.066
O	12.002	15.1	34.088	-0.09	0.055	0.13
O	1.065	5.283	21.872	0.183	0.002	0.03
O	1.921	2.926	25.176	-0.02	0.146	-0.315
O	4.6	2.151	22.309	-0.049	0.179	0.172
O	2.48	3.075	21.18	-0.111	0.139	0.231
O	1.657	10.003	21.764	0.155	0.168	0.202
O	2.874	7.959	20.88	0.093	0.098	-0.064
O	5.262	3.758	24.512	-0.168	-0.031	0.062
O	7.067	5.261	25.948	0.003	0.09	-0.261
O	2.945	13.325	20.969	-0.006	0.052	-0.012
O	1.057	14.674	22.141	0.056	-0.134	0.155
O	3.133	7.098	27.128	0.088	-0.219	-0.035
O	5.08	11.347	21.011	0.002	-0.047	0.137
O	9.13	2.95	21.384	-0.073	-0.085	-0.201
O	6.359	4.184	22.108	0.244	0.086	0.156
O	10.197	0.536	21.812	-0.033	0.036	-0.042
O	4.956	5.955	20.932	-0.03	-0.175	0.122
O	7.319	8.654	24.561	-0.291	0.198	-0.096
O	6.825	9.832	22.189	-0.085	0.22	0.175
O	9.547	5.531	22.094	0.094	-0.161	0.078
O	8.123	7.625	22.069	-0.344	0.155	-0.17
O	8.053	13.869	20.443	-0.088	0.028	-0.231
O	6.039	14.855	21.831	-0.076	-0.02	-0.051
O	10.064	12.083	23.903	-0.113	0.061	0.065
O	9.159	12.006	21.671	-0.203	-0.233	0.069
O	11.618	4.077	21.828	-0.034	-0.129	-0.006
O	15.111	6.335	22.251	-0.091	0.177	-0.129
O	15.434	1.503	22.055	0.376	-0.197	0.074
O	15.092	15.527	22.993	-0.093	-0.304	0.107
O	13.457	8.299	21.325	0.049	0.068	0.051
O	11.609	10.358	22.029	-0.039	0.275	0.212
O	-0.035	4.616	24.142	-0.146	-0.087	-0.155
O	15.981	9.651	23.337	-0.308	-0.029	0.006
O	12.209	15.231	21.922	0.047	0.219	0.09
O	15.526	15.799	26.819	0.088	-0.078	-0.011
O	15.941	11.532	21.505	0.161	-0.009	0.105
O	13.871	13.473	20.985	-0.066	-0.034	0.132
O	0.644	15.039	24.732	-0.011	-0.205	-0.045
O	-0.128	11.894	25.802	-0.102	0.07	0.143
O	3.616	0.652	24.749	0.091	-0.064	-0.384
O	4.427	15.772	26.889	0.232	-0.003	-0.079
O	4.817	4.574	27.15	-0.31	0.197	-0.091
O	16.069	3.338	26.548	0.082	-0.323	-0.14
O	1.425	11.557	23.734	0.003	0.266	-0.114
O	5.584	8.415	26.561	-0.194	0.143	-0.278
O	1.887	5.215	28.655	0.012	-0.207	0.122
O	14.186	7.645	27.888	-0.157	0.101	0.289
O	7.661	15.913	23.589	0.105	0.204	0.152
O	1.07	10.031	31.039	0.082	-0.222	-0.216
O	6.638	2.788	26.594	0.116	-0.079	-0.011
O	8.905	1.275	25.032	0.052	-0.272	0.12
O	8.091	7.468	26.889	0.232	0.101	0.012
O	8.847	12.333	28.364	0.067	0.096	-0.156
O	4.747	7.929	29.019	0.323	-0.114	0.155
O	3.401	9.62	27.513	0.076	0.017	-0.279
O	9.788	14.412	22.605	0.044	-0.029	-0.235
O	7.553	13.324	23.514	0.115	-0.196	0.076
O	15.72	13.077	23.491	-0.114	-0.062	-0.022
O	11.178	15.978	24.155	-0.237	-0.154	-0.012
O	13.398	1.016	23.788	-0.18	-0.031	-0.227
O	13.544	2.723	20.851	-0.026	0.044	0.033
O	10.794	7.346	29.088	0.002	-0.073	0.027
O	10.03	3.423	23.775	0.138	0.16	0.063
O	0.562	7.222	23.881	0.09	0.04	-0.231
O	15.287	8.418	25.612	0.051	-0.022	-0.183
O	11.533	10.214	24.615	0.044	-0.15	0.239
O	9.357	9.597	23.215	0.144	0.061	-0.072
O	15.887	1.001	24.659	-0.024	0.056	-0.117
O	14.36	13.859	25.458	0.014	0.02	-0.166
O	5.31	14.827	24.377	0.113	-0.032	0.048
O	3.654	1.906	27.02	0.125	0.237	0.12
O	6.26	3.455	29.141	0.004	0.06	0.082
O	9.668	3.455	26.259	0.031	0.394	0.036
O	1.403	5.398	26.129	-0.064	0.112	-0.249
O	15.117	5.328	27.883	-0.046	0.157	0.038
O	8.907	5.015	28.021	-0.168	0.099	-0.12
O	-0.01	8.017	32.177	-0.009	0.015	0.052
O	2.487	11.711	26.336	0.054	-0.061	0.078
O	2.305	3.444	30.441	-0.068	-0.219	-0.108
O	4.522	2.924	31.662	0.129	-0.023	-0.016
O	6.994	2.072	23.426	-0.044	0.215	0.005
O	10.534	5.285	30.761	0.234	0.003	-0.12
O	9.413	3.245	31.943	0.306	0.059	0.148
O	6.559	5.999	28.475	0.01	0.053	0.155
O	0.73	5.455	31.027	0.05	0.158	-0.112
O	6.472	7.91	31.027	-0.11	0.16	-0.161
O	7.813	10.098	26.815	-0.128	0.041	-0.228
O	1.744	11.298	28.819	-0.09	-0.079	-0.029
O	4.858	10.079	30.529	-0.329	-0.016	-0.07
O	11.492	1.808	25.407	-0.059	0.172	0.209
O	12.992	16.069	26.097	0.076	-0.088	0.146
O	13.221	11.684	28.954	0.06	0.106	-0.002
O	12.548	5.029	29.274	-0.001	0.096	0.212
O	1.463	0.591	26.346	0.021	-0.264	0.389
O	5.811	1.016	28.435	-0.08	-0.204	-0.046
O	15.105	10.034	27.902	0.341	0.256	0.083
O	12.311	12.079	26.502	-0.039	0.226	0.068
O	9.052	8.099	30.922	-0.083	0.171	0.165
O	1.224	9.52	25.363	0.109	0.049	-0.058
O	13.955	11.369	24.636	0.171	-0.082	-0.093
O	13.034	9.516	26.439	-0.264	0.043	0.168
O	6.259	0.553	25.465	0.099	0.224	0.25
O	3.134	0.444	29.054	0.043	-0.18	-0.17
O	6.752	15.488	0.323	0.074	-0.155	0.211
O	-0.144	14.885	31.759	-0.035	-0.258	0.25
O	13.931	9.513	30.321	0.042	-0.169	0.067
O	12.615	2.38	30.359	-0.06	0.095	-0.148
O	1.207	12.618	31.085	0.189	0.038	0.256
O	15.655	11.548	29.868	-0.058	0.04	0.21
O	0.482	7.254	27.941	0.107	0.035	-0.166
O	4.427	5.038	29.863	-0.172	0.11	0.144
O	8.447	2.289	28.379	0.073	-0.102	-0.107
O	10.967	3.141	28.485	-0.099	-0.089	0.225
O	5.718	12.621	30.701	-0.152	0.198	-0.149
O	4.339	11.836	28.52	0.123	0.367	-0.067
O	10.164	12.46	30.672	-0.094	-0.019	0.012
O	6.834	10.837	29.07	-0.15	-0.076	-0.078
O	12.632	7.085	30.883	-0.005	-0.061	0.025
O	14.29	0.36	31.074	0.086	-0.221	0.109
O	13.629	14.115	27.873	0.076	0.024	0.14
O	9.389	9.762	28.907	0.065	-0.083	0.001
O	8.024	5.713	31.528	-0.206	0.044	0.02
O	11.343	9.369	30.73	-0.103	0.313	0.212
O	13.823	3.051	28.143	0.153	-0.04	0.139
O	9.705	14.517	32.231	-0.261	0.152	0.04
O	9.613	14.87	29.705	0.145	-0.064	0.104
O	11.243	13.398	28.428	0.206	0.184	-0.019
O	2.168	14.921	30.463	0.204	-0.002	-0.032

Results
total energy: -108566.789 eV
total energy less fixed offsets of O -438.35, Si -107.03 eV per atom: 13.441 eV
